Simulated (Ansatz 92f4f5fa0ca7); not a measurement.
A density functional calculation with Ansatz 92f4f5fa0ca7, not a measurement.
Periodic cell of 221 atoms, Si132O88H1, from a study of silicon, its oxide and their interface. The atomic structure is a simulated model.
Doubt: the cutoff is far below the 930 eV that the study's wrapper takes by default for these files, so forces and energies are approximate.
This geometry differs little from another in the collection (a relaxation step or a small displacement).

Settings
functional: PBE
potential files: Ansatz PAW
basis: plane waves
wave-function cutoff: 580 eV
density cutoff ratio: 5
exchange-correlation grid ratio: 1
k mesh: 1 x 1 x 1, Gamma-centred
self-consistency stop: 5e-08 eV per atom in the density residual
occupations: fixed
spin: none
net charge: +1 e, with a uniform compensating background and no finite-size correction

Cell vectors (angstrom)
a  10.938  0  0
b  0  10.938  0
c  0  0  32.2774

Atoms and the computed forces on them: element, x, y, z (angstrom), force x, y, z (eV/angstrom)
Si  -0.126  0.1974  24.7457  -0.0218  0.082  -0.0423
Si  5.6842  -0.2767  24.719  0.0346  -0.0469  -0.0224
Si  2.4237  2.9978  24.8966  -0.0495  0.0512  -0.0368
Si  8.5337  2.4449  24.5789  0.0425  -0.0395  0.0132
Si  0.1803  5.2227  24.9213  0.0586  -0.0552  -0.0169
Si  5.2872  5.8327  24.8705  -0.031  0.0373  -0.0218
Si  2.9231  7.9475  24.8403  0.0756  -0.0177  0.0096
Si  7.8922  8.4045  24.9741  -0.0928  0.0789  -0.065
Si  1.3331  1.3767  26.1775  -0.0261  0.0041  0.0129
Si  6.8558  1.3789  25.9585  0.02  -0.0254  -0.0041
Si  4.1303  4.1296  26.0754  -0.0291  0.0133  0.0051
Si  9.51  4.0334  26.1039  0.0212  -0.0281  0.0054
Si  1.3651  6.8141  26.1848  0.0024  -0.0323  -0.0056
Si  6.7761  6.8892  26.3218  -0.0539  0.0179  0.021
Si  4.0682  9.5926  26.0917  0.0157  -0.0135  0.0123
Si  9.6054  9.5782  26.0807  -0.0168  0.0079  0.0096
Si  2.7274  0.0097  27.4905  0.0112  0.0085  -0.0455
Si  8.205  0.0195  27.4435  -0.0035  0.0126  0.0024
Si  -0.0386  2.7369  27.5274  0.0155  0.0202  -0.0267
Si  5.4947  2.7254  27.4217  0.002  0.0161  -0.0227
Si  2.7611  5.4501  27.5164  0.0049  0.002  -0.0272
Si  8.2014  5.4483  27.5031  -0.0127  -0.0029  -0.0227
Si  -0.0061  8.2131  27.4909  0.0082  0.005  -0.0296
Si  5.3894  8.2703  27.57  0.0466  0.0154  -0.0459
Si  4.1018  1.3673  28.8592  0.2144  0.0786  -0.2809
Si  9.5708  1.3673  28.8592  -0.266  -0.135  0.1644
Si  1.3673  4.1018  28.8592  -0.033  -0.0318  0.116
Si  6.8362  4.1018  28.8592  -0.0823  -0.2272  -0.0839
Si  4.1018  6.8362  28.8592  -0.2608  0.002  0.4717
Si  9.5708  6.8362  28.8592  0.0464  -0.0716  -0.05
Si  1.3673  9.5708  28.8592  0.0081  0.0054  0.0019
Si  6.8362  9.5708  28.8592  0.0785  0.3839  0.0496
Si  0  0  30.2264  -0.0429  -0.0035  -0.0223
Si  5.469  0  30.2264  0.1262  0.0388  0.0204
Si  2.7345  2.7345  30.2264  -0.0326  0.0358  -0.0247
Si  8.2035  2.7345  30.2264  -0.0135  -0.0852  0.0076
Si  0  5.469  30.2264  0.0701  0.0338  0.0151
Si  5.469  5.469  30.2264  -0.0262  0.0354  -0.0313
Si  2.7345  8.2035  30.2264  -0.0211  -0.1286  0.0376
Si  8.2035  8.2035  30.2264  -0.0375  0.0003  -0.0444
Si  1.3673  1.3673  31.5937  0.0093  -0.0385  -0.0117
Si  6.8362  1.3673  31.5937  -0.0397  0.0593  -0.0087
Si  4.1018  4.1018  31.5937  0.0158  0.0083  -0.0128
Si  9.5708  4.1018  31.5937  -0.04  -0.0096  -0.0406
Si  1.3673  6.8362  31.5937  -0.0349  0.0617  0.0008
Si  6.8362  6.8362  31.5937  0.022  -0.0152  -0.0153
Si  4.1018  9.5708  31.5937  -0.0098  0.0203  -0.0451
Si  9.5708  9.5708  31.5937  0.0326  -0.0272  -0.0166
Si  2.7345  0  0.6835  0.0323  -0.0416  0.0229
Si  8.2035  0  0.6835  -0.0223  0.0108  0.0023
Si  0  2.7345  0.6835  0.0029  0.0382  0.0138
Si  5.469  2.7345  0.6835  0.0358  -0.0518  0.0158
Si  2.7345  5.469  0.6835  -0.014  0.023  0.015
Si  8.2035  5.469  0.6835  0.0323  0.0139  0.0238
Si  0  8.2035  0.6835  -0.005  -0.0394  0.0262
Si  5.469  8.2035  0.6835  -0.0353  0.0081  0.013
Si  4.1018  1.3673  2.0507  0.0137  0.0866  -0.0241
Si  9.5708  1.3673  2.0507  -0.0088  -0.0536  0.0321
Si  1.3673  4.1018  2.0507  -0.0231  -0.0442  0.0395
Si  6.8362  4.1018  2.0507  -0.0239  0.0217  -0.0098
Si  4.1018  6.8362  2.0507  0.0523  -0.0209  0.0271
Si  9.5708  6.8362  2.0507  -0.0567  0.0294  -0.0224
Si  1.3673  9.5708  2.0507  -0.0162  0.0346  -0.0353
Si  6.8362  9.5708  2.0507  0.0516  -0.0123  0.0399
Si  0  0  3.418  0.3382  0.0989  -0.1929
Si  5.469  0  3.418  -0.1129  0.138  0.0506
Si  2.7345  2.7345  3.418  0.1938  -0.0634  -0.0392
Si  8.2035  2.7345  3.418  0.0338  0.1647  0.0077
Si  0  5.469  3.418  -0.004  -0.0081  0.1952
Si  5.469  5.469  3.418  -0.1038  -0.017  -0.0962
Si  2.7345  8.2035  3.418  -0.1613  -0.0109  0.1437
Si  8.2035  8.2035  3.418  0.1087  -0.1741  -0.485
Si  1.4115  1.3514  4.795  -0.0339  -0.0549  0.0155
Si  6.8071  1.4147  4.779  0.0099  -0.0342  0.0528
Si  4.0795  4.1197  4.8004  -0.0278  -0.0335  0.035
Si  9.5839  4.0863  4.8108  -0.0195  -0.0175  0.0082
Si  1.3751  6.8177  4.8207  -0.0282  -0.0379  0.0494
Si  6.8628  6.8261  4.7408  -0.1436  -0.1028  0.0422
Si  4.0664  9.6043  4.7858  -0.0142  -0.0002  -0.0087
Si  9.6277  9.5124  4.714  0.0148  0.072  0.0733
Si  2.7362  -0.021  6.2617  -0.0151  0.0266  0.0105
Si  8.2952  0.0339  5.973  0.0645  0.0916  -0.1648
Si  0.0903  2.7631  6.1641  0.0292  0.0305  -0.0293
Si  5.4526  2.7777  6.2069  0.0064  0.0018  -0.0235
Si  2.7069  5.4558  6.2497  0.0158  0.0287  -0.0552
Si  8.1835  5.4438  6.1588  0.0173  0.0557  0.0067
Si  -0.0004  8.1729  6.1891  0.0441  0.0193  -0.0016
Si  5.4382  8.1988  6.0454  0.0998  0.0198  -0.0596
Si  3.8437  1.6702  7.519  -0.0179  -0.064  0.1753
Si  9.9435  1.0498  7.2895  -0.0482  -0.0364  0.3695
Si  1.5625  3.8936  7.6703  0.0332  -0.1058  0.158
Si  6.5696  4.3996  7.529  -0.007  0.0071  0.1235
Si  4.3496  6.6511  7.4329  0.0296  0.0062  0.0707
Si  9.2424  7.1011  7.4369  -0.1763  0.0627  0.1911
Si  1.1559  9.6859  7.5857  -0.0645  0.0161  0.0748
Si  7.1128  9.3911  7.1296  0.0329  -0.4373  0.8538
O  1.3215  4.1395  24.4084  0.0005  0.0067  0.0454
O  6.8369  9.5289  24.3801  0.0231  -0.0251  0.05
O  2.696  2.7393  8.0594  -0.0509  0.1065  -0.0667
O  8.0856  8.2316  7.7903  -0.0472  0.306  -0.5087
O  5.4543  5.5443  7.9696  0.0291  0.0031  -0.0673
O  0.0195  -0.0888  7.9742  0.0374  -0.038  -0.1274
O  4.1072  6.8908  24.376  0.0063  -0.0151  0.0384
O  9.679  1.2966  24.2592  0.0218  -0.0314  0.0279
O  1.6656  8.9497  9.0079  -0.1829  0.0519  -0.1344
O  0.894  4.4003  9.1182  0.0281  -0.0221  -0.1635
O  9.2068  1.7502  8.6147  0.131  0.0029  -0.3426
O  6.6129  10.0742  8.6391  0.2744  0.2655  -0.1737
O  4.5614  1.1569  8.9376  -0.0813  0.1673  -0.3529
O  3.7886  7.3823  8.787  0.0555  -0.1454  -0.1565
O  7.1734  3.8488  8.9644  -0.0569  0.0174  -0.2066
O  9.5907  6.6619  8.974  0.0182  -0.0028  -0.1583
O  2.9059  2.2707  23.4944  -0.0199  -0.0061  0.0661
O  5.0975  0.1831  23.2534  0.0181  -0.0108  0.0684
O  8.1537  2.9968  23.0682  0.0064  -0.0024  0.0467
O  10.3778  5.7788  23.5665  0.0104  -0.016  0.0315
O  8.2922  7.4819  23.6869  -0.0147  0.0183  0.0513
O  2.2518  8.4824  23.4378  -0.0022  -0.0087  0.0186
O  6.1652  5.4664  23.5113  0.0137  0.0134  0.0461
O  0.641  10.59  23.3784  -0.0081  -0.0039  0.0251
Si  3.0299  8.4192  9.7622  0.0474  0.0095  0.2017
Si  7.5258  3.9848  10.5455  0.0723  -0.041  0.1839
Si  -1.1902  3.8767  15.8977  -0.0289  -0.014  -0.066
Si  3.3789  2.9603  22.0987  -0.0054  0.0179  -0.1223
Si  7.0197  0.668  19.7581  0.0147  -0.0204  -0.1224
Si  12.3013  -5.748  17.4558  -0.0083  0.0124  -0.0678
Si  2.6782  9.4831  20.2515  0.0252  -0.0018  -0.1235
Si  9.2651  6.3145  14.8115  0.0058  0.0502  -0.1063
Si  2.6427  11.1723  17.6603  0.0046  0.0192  -0.0962
Si  -2.1246  9.8894  17.7923  -0.0051  0.004  -0.1108
Si  4.7466  0.3756  21.6801  -0.001  -0.0261  -0.1267
Si  9.3849  12.4849  10.2026  -0.2137  -0.4737  0.1417
Si  4.3748  11.2392  10.2931  0.5367  0.1532  0.3997
Si  3.3246  1.7509  12.8623  0.0237  -0.0493  -0.1262
Si  9.0444  8.5145  12.893  -0.1192  0.103  -0.217
Si  0.9797  9.1503  22.6653  0.0128  0.0105  -0.1252
Si  -0.1486  0.9006  16.429  -0.0193  -0.0263  -0.0984
Si  -1.1743  0.2601  13.8656  -0.0552  -0.0551  -0.1432
Si  0.3302  13.1129  12.1554  -0.0597  -0.0636  -0.0435
Si  5.5773  5.0584  22.0445  -0.023  0.0049  -0.1251
Si  6.8734  4.8973  15.3485  0.0159  0.0034  -0.0841
Si  5.2734  4.2669  12.7295  -0.0281  -0.0232  -0.0383
Si  4.5793  11.2686  15.4296  0.04  -0.0289  -0.1314
Si  4.0931  6.6799  20.0276  -0.0059  0.0018  -0.0906
Si  4.3853  5.12  17.3323  0.0139  -0.0147  -0.0654
Si  -0.8155  7.0503  17.8281  -0.0086  0.0185  -0.0978
Si  4.9557  12.999  17.8203  -0.0102  -0.0078  -0.0919
Si  3.1002  6.326  12.1034  0.0374  0.0079  0.0144
Si  7.9114  3.1336  21.4536  0.0079  -0.0268  -0.1367
Si  9.5883  7.0107  22.8603  -0.0112  -0.011  -0.1161
Si  9.6708  5.4345  20.3978  0.0243  -0.0055  -0.1224
Si  11.8426  4.8568  10.7055  -0.0358  0.0036  0.1665
Si  -3.5499  9.9589  14.95  0.0233  -0.013  -0.1857
Si  1.7202  4.6835  20.3399  0.001  0.0023  -0.0822
Si  7.1168  10.7834  9.9459  0.0678  -0.5057  0.7541
Si  9.3904  6.549  10.5767  -0.1291  0.1917  0.2109
O  8.3049  5.3686  10.9059  -0.0198  -0.0514  -0.0536
O  9.8878  -1.0176  12.8288  0.0293  0.007  0.0781
O  19.4181  13.6257  10.9157  -0.0373  0.1951  -0.0219
O  2.7901  5.8751  20.5476  0.0013  0.0012  0.0404
O  -2.8559  4.0522  16.1712  0.0092  -0.0102  0.0221
O  -4.7229  15.0615  14.0559  0.0197  0.0115  0.0461
O  0.3055  5.3209  20.7722  -0.0221  0.0117  0.0423
O  3.5222  11.9902  11.4038  -0.0739  0.0053  -0.037
O  -1.0962  7.3565  13.7128  0.0171  -0.0547  0.058
O  -0.0344  6.1547  11.0368  0.0567  -0.0452  -0.0214
O  1.6818  4.2823  18.7654  0.0162  -0.0234  0.0573
O  7.8746  1.6656  20.7302  0.0097  0.0407  0.0584
O  3.8745  0.7948  14.0355  0.007  -0.0126  0.0838
O  2.2465  10.0664  18.7785  0.0014  -0.0358  0.0745
O  1.2991  9.1556  21.0594  -0.0364  -0.004  0.0885
O  10.9059  1.3708  10.74  0.0615  0.0933  -0.0034
O  9.8306  0.1882  17.5141  -0.0109  -0.0127  0.0417
O  9.6916  8.5743  18.2366  0.0107  -0.013  0.0274
O  4.4274  1.9482  21.378  -0.0045  0.0099  0.0363
O  2.9567  18.6588  11.2327  -0.0334  -0.0431  -0.0139
O  6.5431  4.0036  21.2724  -0.0083  0.011  0.0357
O  9.0543  3.9523  20.628  -0.0156  -0.0162  0.0404
O  3.7123  8.2518  20.0064  -0.0104  0.0115  0.0272
O  0.8164  6.7208  17.8045  0.0124  0.0014  0.0173
O  3.4061  -0.4167  21.2577  0.0173  0.0254  0.0521
O  1.3383  11.9698  17.0654  0.0322  -0.0044  0.0353
O  1.7032  12.7951  12.9438  0.0232  0.0287  0.0614
O  0.2975  3.7216  11.7067  0.016  0.053  -0.0337
O  9.908  4.8132  14.5396  0.0053  -0.0206  0.0349
O  2.4338  16.1133  11.1371  -0.0056  -0.0089  -0.0347
O  -14.2447  6.2069  14.7207  -0.0182  -0.0262  0.0345
O  5.9377  11.1185  10.9616  0.074  0.1965  -0.4014
O  -2.7021  11.2832  14.4572  0.0032  0.0043  0.0588
O  10.8507  10.9367  15.0567  0.031  0.0207  0.0792
O  5.5932  5.3731  16.2526  -0.0276  0.0054  0.0376
O  4.499  6.2392  18.5029  -0.0008  0.0235  0.0658
O  13.778  5.2368  16.6615  -0.0057  0  0.0224
O  9.0271  6.5307  21.4107  -0.0055  0.0393  0.0853
O  3.476  10.5212  16.3874  -0.0314  -0.0035  0.0598
O  -0.369  8.2835  22.7939  -0.0055  -0.0082  0.0293
O  5.3176  6.3436  21.0587  0.031  -0.0367  0.0661
O  5.7955  -0.6832  15.0342  -0.0431  0.0235  0.0583
O  2.0943  3.333  21.1641  0.0366  -0.0293  0.0594
O  -3.2842  8.8632  13.7243  0.0089  0.0055  0.1312
O  2.2948  6.6192  13.4879  -0.0014  -0.0029  0.0094
O  3.6265  1.3083  18.3912  -0.0008  -0.0002  0.0286
O  4.1601  4.3435  22.4117  -0.0018  0.0031  0.036
O  5.9551  -0.1164  20.7074  -0.0344  0.0006  0.0615
O  -1.3479  6.8346  16.3096  0.022  0.0149  0.083
O  0.0808  4.4402  16.7812  0.0264  0.0198  0.0323
O  -0.8833  1.6864  13.1279  0.0301  0.0291  0.0097
O  4.6149  5.7571  12.4658  -0.0284  -0.0001  0.004
O  -1.5004  5.9797  18.8676  -0.0121  -0.0342  0.0775
O  4.0398  14.1402  12.8912  0.0127  0.0309  0.0242
O  6.2812  1.5982  18.6286  0.0364  -0.0201  0.0572
O  -2.9944  9.5171  16.4312  0.0288  -0.0071  0.1053
O  10.0736  2.2917  15.9386  0.0057  0.0171  0.0265
O  8.8471  7.9223  11.3515  0.1836  -0.1946  0.0632
O  15.6231  3.65  17.9623  0  -0.0048  0.0234
O  3.9367  9.7443  9.9871  -0.0926  -0.1608  -0.0932
O  8.5995  0.0582  10.495  -0.5096  0.274  -0.5195
O  6.169  3.8596  11.4247  0.0254  0.0203  -0.0275
O  7.8731  -0.5152  19.0142  -0.0327  0.0314  0.0572
O  5.1454  12.585  16.2313  -0.0011  0.0314  0.0736
H  2.6183  6.2025  14.303  0  0.0032  -0.0134

Results
free energy: -133981.622 eV
free energy less fixed offsets of H -15.97, O -568.88, Si -635.61 eV per atom: -3.692 eV

The program warned: the cutoff lies below the one the program advises for these potential files; the exchange-correlation potential is rough where the density is thin.
